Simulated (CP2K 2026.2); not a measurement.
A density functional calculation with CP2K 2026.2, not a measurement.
Periodic cell of 512 atoms, Si360O152, from a study of silicon, its oxide and their interface. The atomic structure is a simulated model.
Doubt: the forces sum to 1.14 eV/angstrom along one axis rather than to zero, so they err by at least 0.0022 eV/angstrom per atom on average; the grid cutoff is modest.

Settings: functional PBE; method Gaussian and plane waves; basis set DZVP-MOLOPT-SR-GTH; pseudopotentials GTH-PBE; grid cutoff 300 Ry, relative cutoff 40 Ry; k points Gamma only; occupations fixed; spin none; net charge 0.

Cell vectors (angstrom)
a 16.32 0 0
b 0 16.32 0
c -6.2534 7.8889 34.6119

Atoms and the computed forces on them: element, x, y, z (angstrom), force x, y, z (eV/angstrom)
Si -1.244 -2.01 -0.432 -0.376 -0.304 0.456
Si 2.046 0.957 0.271 -0.061 -0.031 0.049
Si -1.96 4.685 0.268 -0.088 0.178 0.622
Si 0.795 7.317 0.239 -0.049 -0.005 -0.024
Si -0.868 -7.283 0.162 -0.018 0.019 -0.057
Si 1.268 -3.937 -0.088 0.149 -0.168 0.737
Si 3.677 -0.815 0.092 0.116 0.003 -0.007
Si 6.432 1.905 0.15 -0.003 -0.008 -0.075
Si 1.226 6.444 -1.84 -0.213 0.166 0.553
Si 6.606 6.975 0.171 0.117 -0.101 0.73
Si 4.298 9.082 0.221 -0.083 0.108 0.771
Si -9.231 -4.818 0.126 0.244 0.14 0.561
Si -6.429 -1.933 -0.054 0.223 -0.01 0.634
Si -4.599 1.998 -0.122 -0.048 0.042 -0.001
Si -6.373 3.791 0.088 0.236 -0.27 0.432
Si -3.612 6.404 0.373 0.018 0.003 -0.007
Si -7.41 -6.328 0.176 0.025 0.11 0.602
Si -4.675 -3.646 0.027 0.043 0.001 -0.032
Si 0.132 0.107 1.315 0.312 0.241 0.445
Si 2.91 2.742 1.449 0.068 0.084 -0.021
Si -0.113 5.535 1.461 -0.027 -0.031 -0.034
Si 2.651 8.06 1.493 0.047 -0.024 -0.026
Si 0.114 -5.489 1.311 0.006 0.037 0.007
Si 2.708 -2.642 1.267 -0.035 -0.039 -0.014
Si 5.431 0.123 1.358 -0.024 0.014 0.041
Si -8.09 2.775 1.371 0.014 -0.002 -0.01
Si 5.494 5.375 1.447 -0.009 0.037 -0.027
Si -8.197 8.192 1.45 0.006 0.004 -0.056
Si 5.393 -5.584 1.505 0.003 0.008 -0.054
Si -8.226 -2.862 1.199 -0.004 -0.04 -0.035
Si -5.462 0.02 1.066 0.039 0.005 -0.028
Si -2.877 2.814 1.341 0.012 -0.031 -0.097
Si -5.391 5.403 1.49 -0.006 0.012 -0.026
Si -2.602 8.154 1.521 0.017 0.006 0.015
Si -5.576 -5.392 1.322 0.009 -0.077 -0.056
Si -2.783 -2.802 1.179 0.027 -0.028 -0.031
Si -1.364 1.436 2.591 -0.005 -0.034 -0.048
Si 1.368 4.1 2.648 0.01 -0.003 0.005
Si -1.348 6.824 2.974 -0.031 -0.001 -0.08
Si 1.425 9.564 2.807 -0.021 0.013 -0.027
Si -1.403 -4.149 2.589 0.058 0.006 0.005
Si 1.315 -1.393 2.724 -0.004 0.068 -0.098
Si 4.149 1.379 2.885 0.012 -0.045 -0.047
Si 6.915 4.114 2.811 -0.014 -0.022 -0.007
Si 4.03 6.665 2.787 0.029 0.02 0.003
Si 6.762 -6.87 2.897 0.034 0.014 0.004
Si 4.057 -4.038 2.661 -0.038 -0.037 -0.024
Si -9.521 -1.384 2.563 0.036 0.017 -0.034
Si -6.805 1.259 2.628 0.045 0.022 -0.026
Si -4.113 4.054 2.898 0.027 0.019 -0.008
Si -6.786 6.823 2.73 -0.05 -0.032 0.021
Si -4.114 -6.755 2.637 0.002 0.029 -0.005
Si -6.885 -4.073 2.753 -0.033 -0.048 -0.034
Si -4.019 -1.265 2.523 -0.043 -0.011 -0.07
Si -2.693 0.035 3.974 0.003 0.014 0.029
Si -0.004 2.742 4.01 -0.017 0.023 0.037
Si -2.74 5.43 4.217 -0.025 -0.012 0.031
Si 0.057 8.214 4.192 0.017 -0.021 -0.02
Si -2.741 -5.44 4.029 0.021 -0.006 0.005
Si -0.059 -2.775 4.018 -0.033 -0.02 -0.003
Si 2.698 -0.018 4.096 -0.016 0.01 -0.041
Si 5.531 2.743 4.165 -0.005 0.011 -0.003
Si 2.679 5.37 4.144 0.014 -0.018 0.028
Si 5.379 -8.249 4.157 -0.008 0.011 -0.002
Si 2.751 -5.377 4.114 0.029 0.024 0.03
Si 5.448 -2.698 4.004 0.003 0.011 0.012
Si -8.167 -0.064 4.004 -0.045 0.009 0.034
Si -5.495 2.625 4.099 -0.006 -0.004 -0.009
Si -8.107 5.484 4.155 0.005 0.007 0.024
Si -5.421 8.192 4.056 0.008 -0.004 0.021
Si -8.185 -5.441 4.153 0.003 -0.018 0.028
Si -5.414 -2.651 3.955 -0.014 0.017 -0.055
Si -1.378 -1.358 5.366 -0.001 -0.004 -0.002
Si 1.329 1.363 5.411 -0.004 0.019 -0.009
Si -1.332 4.056 5.469 0.022 -0.01 -0.001
Si 1.384 6.796 5.501 0.009 -0.004 0.02
Si -1.383 9.553 5.456 -0.039 0.027 0.008
Si 1.327 -4.065 5.435 -0.018 -0.012 -0.01
Si 4.085 -1.375 5.418 0.008 -0.007 -0.005
Si 6.852 1.315 5.443 0.034 -0.01 0.018
Si 4.092 4.055 5.487 0.003 -0.001 0.006
Si 6.796 6.781 5.508 -0.003 -0.011 0.002
Si 4.074 -6.793 5.466 0.012 -0.003 -0.003
Si -9.551 -4.051 5.439 -0.003 0.002 0.008
Si -6.781 -1.365 5.388 0 0.01 -0.003
Si -4.063 1.32 5.417 0.005 0.016 -0.001
Si -6.793 4.047 5.466 -0.002 -0.002 0.002
Si -4.11 6.83 5.482 -0.028 0.012 0.015
Si -6.785 -6.797 5.455 -0.007 -0.01 -0.004
Si -4.086 -4.035 5.361 0.004 -0.037 0.001
Si -0.023 -0.011 6.761 0 0.009 0.012
Si 2.707 2.691 6.804 0.012 -0.004 0.01
Si 0.007 5.43 6.83 -0.002 0.016 0.008
Si 2.73 -8.15 6.841 0.004 -0.007 0.008
Si -0.017 -5.418 6.81 0.019 -0.011 0.015
Si 2.713 -2.718 6.784 -0.011 0.009 0.002
Si 5.448 -0.018 6.785 -0.007 0.014 -0.001
Si 8.17 2.694 6.822 0.005 -0.007 0.006
Si 5.435 5.423 6.853 -0.004 0.006 0.007
Si -8.152 -8.152 6.823 -0.002 0.014 0.003
Si -10.881 -5.431 6.811 -0.004 -0.005 0.005
Si 8.17 -2.71 6.774 0.007 -0.007 0.003
Si -5.433 -0.018 6.781 0.015 -0.003 0.011
Si -2.715 2.691 6.793 -0.004 0.004 0.009
Si -5.448 5.43 6.819 0.005 0.005 0.007
Si -2.728 8.181 6.817 0.008 -0.017 0.013
Si -5.42 -5.407 6.769 -0.006 -0.004 -0.006
Si -2.729 -2.704 6.755 -0.009 0.031 -0.002
Si -1.356 1.361 13.615 0.003 0.019 -0.002
Si 1.349 4.084 13.591 0.009 -0.011 -0.009
Si -1.348 6.826 13.608 -0.014 -0.004 0.002
Si 1.348 -6.812 13.622 -0.003 0.005 -0.006
Si -1.341 -4.082 13.603 0.003 -0.02 -0.001
Si 1.359 -1.369 13.63 -0.007 0.01 -0.001
Si 4.09 1.334 13.606 -0.009 0.011 -0.007
Si 6.786 4.05 13.601 0.004 0.03 -0.002
Si 4.04 -9.522 13.591 0.004 0.004 -0.012
Si -9.529 -6.789 13.578 -0.005 -0.003 -0.006
Si 4.063 -4.084 13.6 0.01 -0.007 0.001
Si 6.797 -1.358 13.591 0.023 -0.026 0.003
Si -6.798 1.369 13.587 -0.003 -0.008 0
Si -4.062 4.085 13.611 0.026 -0.005 -0.008
Si -6.79 6.798 13.584 -0.013 0.009 0
Si -4.058 9.534 13.593 -0.002 -0.008 -0.001
Si -6.788 -4.075 13.574 0.006 -0.01 -0.013
Si -4.063 -1.347 13.592 -0.015 -0.001 -0.012
Si -2.701 -0.012 14.977 0.006 0.002 0.009
Si 0.002 2.736 14.962 -0.004 -0.004 -0.01
Si -2.702 5.47 14.963 -0.004 0.005 -0.013
Si 0.011 8.148 15.021 0.038 -0.031 -0.003
Si -2.714 -5.414 14.967 -0.018 0.017 -0.012
Si 0.016 -2.751 14.996 -0.012 -0.011 -0.01
Si 2.739 -0.017 14.982 0.002 -0.005 -0.003
Si 5.438 2.681 14.986 0.037 -0.06 0.009
Si 2.661 5.463 14.966 -0.019 0.011 0.006
Si 5.393 -8.135 14.914 0.014 0.003 -0.002
Si 2.703 -5.445 14.973 0.002 -0.001 -0.003
Si 5.432 -2.723 14.942 0.007 0.003 -0.011
Si -8.174 0.024 14.941 -0.022 0.038 0
Si -5.426 2.711 14.954 -0.025 0.024 -0.008
Si -8.157 5.422 14.92 0.006 -0.007 -0.006
Si -5.422 8.167 14.93 0.013 0 -0.001
Si -8.151 -5.432 14.923 0.004 -0.01 -0.011
Si -5.406 -2.733 14.928 0.005 -0.006 -0.009
Si -1.405 -1.448 16.344 0.003 -0.026 -0.02
Si 1.328 1.328 16.297 -0.001 0.015 -0.023
Si -1.281 4.177 16.324 0.034 0.024 -0.021
Si 1.334 6.768 16.453 -0.025 0 -0.014
Si -1.356 -6.764 16.316 -0.024 0.009 0.048
Si 1.425 -4.058 16.379 0.051 0.03 -0.002
Si 4.132 -1.356 16.351 -0.015 -0.019 -0.021
Si -9.513 1.332 16.396 0.017 -0.009 -0.022
Si 4.027 4.074 16.248 -0.037 0.012 0
Si -9.507 6.852 16.195 -0.009 -0.019 -0.025
Si 3.997 -6.857 16.333 -0.017 -0.011 -0.012
Si -9.574 -4.139 16.27 0.011 0.003 0.009
Si -6.793 -1.367 16.213 0.008 -0.015 -0.035
Si -4.029 1.393 16.32 -0.012 0.008 0.03
Si -6.831 4.038 16.299 -0.015 0.015 -0.001
Si -4.116 6.78 16.311 -0.027 -0.038 -0.011
Si -6.717 9.595 16.266 0.01 0.017 -0.015
Si -4.043 -4.036 16.356 0.007 0.005 -0.011
Si -0.002 -0.114 17.614 0.034 0.036 0.044
Si 2.643 2.739 17.624 -0.011 -0.011 0.018
Si -0.019 5.443 17.909 -0.008 0.001 0.001
Si 2.691 8.127 17.817 0.028 0.006 -0.026
Si 0.02 -5.406 17.687 -0.01 0.01 0.021
Si 2.86 -2.724 17.762 -0.006 -0.035 -0.003
Si 5.459 -0.037 17.79 0.006 -0.013 0.003
Si -8.131 2.694 17.745 0.01 0.016 -0.016
Si 5.437 5.474 17.478 0.039 -0.014 0.04
Si -8.107 8.22 17.502 -0.006 -0.016 -0.001
Si 5.374 -5.52 17.642 0.038 0.008 0.013
Si -8.193 -2.723 17.51 0.018 0.011 0.019
Si -5.412 -0.05 17.569 -0.019 -0.003 0.04
Si -2.641 2.844 17.617 -0.059 -0.032 0.049
Si -5.506 5.395 17.662 0.039 0.039 -0.022
Si -2.768 -8.131 17.61 0.02 0.023 0.028
Si -5.397 -5.364 17.713 -0.009 -0.032 -0.019
Si -2.73 -2.741 17.849 -0.003 0.016 0.003
Si -1.33 1.348 18.867 0.008 0.017 0.03
Si 1.374 3.974 19.247 0.002 0.004 0.107
Si -1.506 6.91 19.117 -0.016 -0.048 0.059
Si 1.248 -6.815 19.122 0.02 0.016 0.039
Si -1.271 -4.085 19.181 0.014 0.034 0.027
Si 1.458 -1.332 19.05 0.011 -0.002 -0.004
Si 4.045 1.443 18.981 0.044 -0.046 0.05
Si -9.556 4.184 18.896 0.03 -0.012 -0.009
Si 4.168 6.709 19.028 -0.007 -0.019 0.09
Si -9.477 9.483 18.899 -0.018 -0.025 0.028
Si 4.176 -4.174 19.165 -0.022 0.028 0.031
Si 6.85 -1.508 19.06 -0.018 0.006 0.057
Si -6.726 1.24 18.998 -0.051 0.019 0.009
Si -4.092 4.088 19.03 -0.014 0.011 0.031
Si -8.608 5.923 20.172 0.002 -0.042 0.024
Si -4.01 -6.73 19.04 -0.043 0.005 0.026
Si -6.855 -3.983 18.943 0.018 0.035 0.025
Si -4.168 -1.337 19.14 -0.005 -0.019 0.058
Si -3.101 0.498 20.177 -0.236 0.127 -0.607
Si -7.333 -0.093 25.223 -0.015 -0.004 -0.012
Si -3.269 5.888 20.343 0.172 -0.1 -0.748
Si -0.568 8.658 20.426 -0.038 -0.001 0.036
Si -2.195 -5.915 20.368 0.027 -0.04 0.06
Si 0.395 -2.902 20.433 -0.22 0.089 -0.676
Si 2.349 0.499 20.281 -0.201 0.1 -0.618
Si 5.036 3.217 20.143 -0.01 0.035 0.063
Si -7.264 5.308 25.02 0.115 -0.019 -0.099
Si 6.033 7.639 20.151 0.117 -0.125 -0.599
Si 2.467 -5.283 20.402 0.206 -0.116 -0.698
Si 6.094 -3.363 20.38 0.098 -0.172 -0.577
Si -7.746 -0.494 20.276 -0.029 0.051 0.031
Si -4.856 2.149 20.136 0.001 -0.013 -0.041
Si -6.865 6.859 18.921 0.035 0.019 0.012
Si -5.438 -8.145 20.243 -0.084 0.087 -0.595
Si -8.496 -5.111 20.172 0.004 -0.038 0.045
Si -6.078 -2.198 20.307 -0.057 0.112 -0.631
Si 3.097 -5.028 -7.771 -0.045 0.01 0.075
Si 3.072 -0.356 23.298 -0.104 0.129 -0.094
Si -1.658 3.371 24.415 0.019 -0.003 -0.068
Si -9.815 -0.104 -6.784 -0.073 0.036 0.006
Si -3.012 -5.333 22.477 0.405 -0.252 -0.485
Si -1.206 -3.953 24.764 -0.061 -0.098 -0.077
Si 0.201 -1.592 23.318 -0.052 -0.005 -0.159
Si -10.328 2.692 22.183 -0.194 0.06 -0.646
Si 4.805 7.292 24.847 -0.025 -0.117 0.087
Si -0.824 1.959 -3.297 -0.197 0.105 0.043
Si -0.052 7.914 22.623 -0.274 0.223 -0.525
Si 4.915 -2.888 23.236 0.006 -0.069 -0.023
Si -8.248 0.465 22.375 0.063 -0.534 -0.546
Si -5.529 -3.842 22.793 -0.154 0.111 -0.088
Si -5.571 -2.653 25.641 -0.066 0.059 -0.027
Si -7.359 -6.18 21.941 -0.251 0.278 -0.623
Si -1.582 4.61 -7.272 0.023 0.08 0.151
Si 1.279 4.094 24.593 0.095 0.058 0.053
Si -7.989 4.84 22.154 -0.256 0.372 -0.591
Si -6.03 -6.786 -2.433 -0.018 0.006 0.147
Si -1.123 4.813 -2.767 -0.029 0.093 0.198
Si -2.422 5.974 23.222 0.037 0.139 -0.086
Si -10 -7.411 22.978 -0.002 0.003 -0.168
Si 4.703 3.58 0.168 0.085 -0.122 0.554
Si 3.978 -7.575 -6.3 -0.052 0.026 -0.129
Si -5.638 2.582 25.006 -0.116 -0.014 -0.038
Si -0.751 -6.897 25.266 -0.028 -0.02 -0.095
Si -1.181 1.633 -6.197 -0.01 0.103 -0.16
Si -1.879 -6.896 -1.917 0.215 -0.119 0.567
Si -4.026 7.301 -1.702 0.128 -0.255 0.536
Si -1.36 0.938 22.645 0.102 -0.024 -0.222
Si -4.04 -4.536 -2.046 -0.116 0.209 0.591
Si -5.08 6.2 -6.148 0.079 -0.005 0.061
Si 1.712 1.312 -1.976 0.171 -0.067 0.572
Si -3.94 4.949 -3.654 0.068 -0.024 0.116
Si 3.956 -0.417 -2.23 -0.209 -0.248 0.672
Si -9.364 -3.44 -4.566 -0.038 0.108 0.12
Si -7.937 5.525 -2.086 0.143 -0.073 0.171
Si -5.743 0.393 -4.42 0.003 0.057 0.109
Si -2.843 -2.971 -7.341 0.071 -0.044 0.089
Si -0.604 -3.914 -5.341 -0.017 0.009 0.092
Si -7.17 7.543 -4.272 0.008 -0.112 0.165
Si 4.567 5.326 -4.704 0.144 0.108 0.048
Si -7.886 -1.227 -2.804 0.107 -0.038 0.082
Si 3.744 -6.44 25.866 0.05 0.012 0.007
Si -9.335 3.569 -4.133 0.007 0.008 0.089
Si -10.756 -3.888 26.077 -0.134 0.035 0.012
Si -2.32 7.484 -6.634 0.121 -0.099 -0.057
Si 3.041 4.106 -2.325 0.149 -0.03 0.163
Si -5.715 7.686 26.422 0.04 -0.061 0.088
Si 1.985 -2.389 -6.438 -0.125 -0.039 -0.058
Si -3.927 2.047 -2.432 -0.013 0.091 0.643
Si -3.207 -0.521 -5.661 0.097 -0.012 0.105
Si -3.591 -7.734 24.393 0.106 0.009 -0.069
Si -10.445 -5.586 -2.806 -0.015 -0.11 0.126
Si 0.437 1.988 20.305 0.216 0.08 -0.613
Si 2.017 -7.809 -3.965 -0.046 0.079 0.113
Si 3.303 4.913 20.317 0.084 -0.167 -0.7
Si 2.543 6.383 23.011 0.017 -0.201 -0.139
Si -8.301 -2.867 -7.245 -0.068 0.013 -0.007
Si 4.556 4.602 26.358 -0.021 -0.081 -0.128
Si 3.692 2.411 24.335 0.081 -0.02 0.028
Si 3.791 -5.628 23.068 0.016 -0.05 -0.083
Si 3.448 6.103 -7.585 0.076 0.083 0.001
Si -7.725 1.991 -6.043 -0.022 -0.059 -0.021
Si -0.638 -6.937 -4.774 -0.169 0.015 0.035
Si 4.582 -1.644 -4.938 0.035 0.063 0.003
Si -2.27 -2.452 -3.332 -0.017 -0.011 0.023
Si -5.903 2.631 22.104 0.433 -0.116 -0.524
Si 3.007 -5.594 -2.155 0.003 0.083 0.122
Si -10.251 8.105 -4.426 -0.063 0.056 0.108
Si -9.819 1.204 -2.076 0.05 0.336 0.681
Si -1.36 1.34 8.157 -0.012 -0.016 0.003
Si 1.368 4.066 8.177 0.008 0.014 -0.008
Si -1.367 6.8 8.163 0 -0.001 0.004
Si 1.343 -6.791 8.166 -0.014 -0.027 0.003
Si -1.372 -4.048 8.147 -0.006 0.007 -0.003
Si 1.354 -1.352 8.137 0.013 0.015 0.006
Si 4.08 1.336 8.153 -0.012 -0.016 0.004
Si 6.801 4.05 8.183 -0.02 -0.026 0.005
Si 4.086 6.805 8.195 0.025 0.026 0.002
Si -9.514 -6.787 8.173 0.014 0.011 0.008
Si 4.063 -4.08 8.157 -0.012 -0.024 -0.003
Si 6.81 -1.364 8.149 0 0.013 -0.012
Si -6.775 1.348 8.161 0.007 0.03 0.001
Si -4.066 4.072 8.155 0.008 0.027 0.002
Si -6.807 6.791 8.178 -0.02 -0.029 -0.004
Si -4.083 -6.77 8.16 0.014 0.015 -0.005
Si -6.795 -4.073 8.142 0.001 -0.009 0.005
Si -4.078 -1.368 8.148 -0.008 -0.015 0.007
Si -2.72 -0.01 9.519 -0.004 0.005 0.009
Si -0.001 2.705 9.526 0.006 0 0
Si -2.718 5.436 9.521 -0.001 -0.005 -0.002
Si -0.007 -8.16 9.517 -0.001 0.002 -0.001
Si -2.718 -5.417 9.515 0.005 -0.006 0.004
Si -0.001 -2.708 9.511 -0.01 -0.004 0.001
Si 2.713 -0.009 9.517 0.004 0.002 0
Si 5.431 2.698 9.526 0.001 0.021 -0.003
Si 2.718 5.434 9.536 0 0 0.004
Si -10.873 -8.152 9.539 -0.006 -0.012 0.003
Si 2.709 -5.435 9.522 0.004 0.006 0.005
Si 5.437 -2.719 9.506 0.012 -0.009 -0.007
Si -8.153 -0.003 9.511 0.005 0.004 -0.007
Si -5.427 2.718 9.52 0.003 -0.019 -0.001
Si -8.166 5.43 9.535 -0.005 0.011 -0.002
Si -5.436 -8.153 9.515 -0.009 0.002 -0.009
Si -8.149 -5.428 9.52 -0.005 -0.006 0
Si -5.434 -2.722 9.512 0.001 0.004 -0.001
Si -1.348 -1.353 10.885 -0.008 0.003 -0.001
Si 1.365 1.354 10.891 0.012 -0.002 0
Si -1.363 4.072 10.882 0.001 0.013 0.001
Si 1.348 -9.519 10.88 -0.008 0.009 -0.001
Si -1.359 -6.788 10.865 0.008 -0.008 -0.005
Si 1.347 -4.08 10.88 0 -0.005 0.002
Si 4.069 -1.374 10.874 -0.006 0.006 -0.001
Si 6.803 1.346 10.877 0.001 -0.004 -0.007
Si 4.077 4.066 10.886 0.011 -0.003 -0.001
Si -9.53 -9.533 10.895 0.006 0.004 0.004
Si -12.247 -6.79 10.882 0.004 -0.009 0.002
Si 6.802 -4.067 10.872 -0.003 -0.006 0.001
Si -6.793 -1.358 10.869 -0.003 -0.009 -0.002
Si -4.074 1.356 10.881 -0.001 0.016 0.001
Si -6.788 4.079 10.882 -0.007 0.004 -0.004
Si -4.068 6.809 10.878 0.011 -0.011 -0.002
Si -6.8 -6.803 10.877 -0.002 0.009 0.001
Si -4.072 -4.069 10.884 -0.007 -0.009 0.007
Si 0.01 0.001 12.26 0.01 0.012 0
Si 2.726 2.712 12.256 0.001 0.023 -0.002
Si -0.013 5.443 12.239 0.002 -0.01 0.01
Si 2.703 -8.151 12.234 0.006 -0.001 0.005
Si -0.002 -5.452 12.243 -0.026 -0.022 -0.011
Si 2.703 -2.724 12.245 -0.006 -0.026 0
Si 5.435 -0.015 12.227 0.005 -0.007 0
Si 8.16 2.719 12.228 0 0 0.001
Si 5.421 5.425 12.255 -0.018 -0.017 0.003
Si -8.166 -8.166 12.236 -0.012 -0.024 -0.003
Si -10.884 -5.422 12.229 0.025 0.025 -0.002
Si 8.167 -2.707 12.23 0.008 0.018 -0.006
Si -5.438 -0.001 12.235 -0.005 0.006 -0.009
Si -2.718 2.712 12.248 -0.018 -0.024 -0.003
Si -5.42 5.442 12.237 0.003 0.024 0.003
Si -2.703 8.177 12.233 0.015 0.03 -0.011
Si -5.433 -5.444 12.229 -0.01 -0.023 0.004
Si -2.701 -2.712 12.244 0.022 0.006 0.005
O -0.753 -0.564 0.096 -0.026 0.411 -0.256
O -8.332 3.323 -5.371 0.064 0.373 -0.172
O -6.393 6.901 -5.531 -0.361 0.048 -0.369
O -6.062 -2.595 21.91 -0.097 0.197 0.468
O 2.879 0.287 21.824 0.088 0.113 0.111
O -4.898 -7.764 25.33 -0.263 0.438 -0.192
O -10.398 -2.963 21.97 0.108 -0.019 0.141
O -2.75 5.333 21.777 -0.041 -0.659 0.245
O -4.408 7.002 20.793 0.137 0.023 0.056
O -0.015 -2.076 21.779 -0.473 0.007 0.031
O -9.813 -5.102 -1.396 -0.087 -0.247 -0.029
O -3.582 -3.393 -3.115 -0.419 0.098 -0.512
O 4.247 -7.987 25.97 0 -0.164 0.455
O 1.448 -4.082 20.887 0.068 0.007 0.294
O 4.959 -5.382 26.009 0.391 -0.278 0.138
O 5.344 -6.111 23.061 0.302 0.481 0.179
O -9.709 1.186 22.276 -0.499 -0.412 -0.255
O -6.281 -7.306 21.396 -0.117 0.066 0.285
O 1.705 -1.125 23.678 0.012 -0.19 0.54
O -1.889 -1.807 -1.901 -0.295 0.423 -0.316
O -0.377 3.515 -3.337 0.238 -0.056 -0.103
O -6.937 -1.755 -1.607 0.036 -0.079 -0.321
O -8.607 4.811 25.751 -0.512 -0.404 -0.332
O -10.642 -3.202 24.619 0.581 0.329 0.104
O -2.064 2.074 23.547 -0.668 0.202 -0.076
O 3.051 -1.889 -5.346 -0.165 0.363 0.238
O -4.409 2.302 25.997 -0.171 -0.373 0.26
O -1.709 4.383 -1.322 -0.061 -0.223 -0.181
O -6.923 -0.561 -3.902 0.025 -0.047 -0.191
O -0.144 6.082 -2.648 -0.283 0.48 -0.615
O 4.129 3.182 25.695 0.081 -0.245 0.355
O -2.822 -5.581 -1.739 -0.075 0.246 0.116
O 4.917 0.896 -2.259 -0.229 0.384 -0.046
O -4.381 -2.517 26.72 -0.166 -0.056 0.421
O -2.908 -1.407 -6.964 0.02 0.346 -0.352
O -6.937 4.531 -1.283 0.213 -0.339 -0.408
O 3.501 0.799 24.366 -0.069 -0.151 0.47
O 2.242 2.988 23.928 -0.397 -0.151 -0.594
O -2.653 0.961 -6.015 -0.266 0.46 0.059
O -7.296 -6.552 -1.46 -0.351 -0.066 -0.322
O 3.066 5.361 21.88 -0.046 -0.234 0.282
O -1.075 -3.401 -3.879 0.238 -0.366 0.387
O -8.953 6.293 -1.094 -0.13 -0.314 -0.383
O -1.297 3.232 -6.461 0.369 0.214 0.235
O 2.076 -4.5 -1.405 -0.128 0.352 -0.104
O -3.441 7.123 23.713 -0.685 -0.1 0.068
O -0.756 -0.289 23.525 -0.093 0.098 0.559
O -0.314 0.855 -7.313 0.047 0.39 0.085
O -10.456 -7.186 -3.163 -0.139 -0.16 0.364
O -8.781 0.774 -5.911 -0.15 -0.292 0.453
O -10.513 8.059 21.71 -0.464 -0.273 0.158
O -4.213 -4.35 22.01 -0.016 0.233 -0.585
O -5.253 -5.395 -2.701 -0.091 0.072 -0.317
O -0.947 6.644 23.132 0.29 -0.304 0.349
O 5.327 6.671 -4.19 -0.054 -0.008 0.406
O 5.222 -0.441 -5.84 -0.241 0.545 0.241
O -0.981 -6.651 -3.225 0.571 0.505 -0.049
O 0.045 -2.991 -0.627 -0.107 0.128 -0.44
O 2.141 -6.341 -3.292 -0.308 0.21 -0.404
O -0.103 -7.307 23.827 0.088 0.43 -0.051
O -2.551 4.707 24.212 -0.427 -0.088 0.055
O -4.485 6.175 -2.763 -0.466 -0.107 -0.263
O 1.84 5.556 24.205 -0.103 0.261 0.367
O -6.741 1.42 25.284 -0.294 0.048 0.346
O 0.656 -7.887 -4.813 0.176 -0.497 -0.264
O -8.928 -0.143 -2.214 -0.292 -0.103 0.178
O 1.463 7.397 22.384 0.275 0.131 -0.248
O -10.72 4.083 -4.763 -0.252 -0.372 -0.533
O -0.12 -2.873 24.247 0.34 -0.215 0.452
O -4.578 5.04 -5.126 -0.148 -0.448 -0.247
O -8.13 -0.296 23.814 0.021 -0.216 0.101
O 2.092 7.403 -2.802 0.482 0.038 0.021
O 3.18 -8.128 -5.01 -0.002 -0.247 0.383
O 4.37 3.931 -1.411 0.237 0.179 -0.271
O -4.308 -3.628 -7.234 -0.176 -0.499 0.655
O 2.474 0.065 -2.712 -0.305 -0.311 -0.478
O -6.691 -3.651 26.225 -0.042 -0.302 -0.345
O -7.407 2.27 -7.597 -0.534 0.185 -0.002
O -2.308 -7.34 25.287 -0.09 -0.095 0.493
O -7.118 6.605 -2.951 0.5 -0.061 0.083
O -8.329 -0.381 26.471 -0.242 -0.111 0.075
O -6.133 -1.174 25.317 0.422 0.17 -0.174
O 2.729 -3.55 -7.267 0.29 0.053 -0.357
O -9.429 2.208 -3.275 0.138 -0.154 -0.257
O -6.602 -5.059 22.852 -0.046 0.054 0.595
O 4.271 -1.423 23.273 0.206 0.27 -0.081
O -10.793 -2.933 -5.133 -0.215 -0.326 -0.372
O 3.42 -6.099 -6.612 -0.08 0.204 0.344
O 3.747 7.245 23.624 -0.032 0.353 -0.219
O -0.18 1.705 21.816 0.099 0.107 0.265
O 1.572 -1.093 -7.313 0.45 -0.011 0.189
O -2.527 -1.235 -4.366 0.18 0.167 0.182
O -2.343 5.141 -3.761 0.272 0.07 -0.644
O -0.267 -5.49 -5.394 0.219 -0.035 -0.299
O -7.638 5.68 23.494 0.017 0.553 0.056
O -1.836 -3.725 -6.357 -0.227 -0.136 -0.29
O -10.15 7.951 24.272 0.423 0.031 0.348
O -2.691 8.05 -2.252 0.266 -0.372 -0.196
O -4.79 -0.453 -5.401 -0.33 -0.305 -0.406
O 3.795 7.7 -7.535 0.212 0.258 -0.673
O 3.76 -4.009 23.061 -0.581 0.274 0.051
O -0.171 3.803 24.001 0.083 0.277 -0.47
O -1.809 2.956 25.959 0.571 -0.198 0.224
O -2.37 1.771 -2.837 0.015 -0.072 -0.225
O -8.461 -6.947 22.865 0.014 -0.055 0.626
O -8.802 4.693 -3.134 -0.03 0.266 -0.13
O 3.402 4.87 -3.687 -0.635 0.13 -0.332
O -9.117 -1.48 -7.252 -0.015 0.004 -0.439
O -6.223 4.079 25.211 0.287 0.198 0.158
O -5.41 5.472 -7.556 -0.661 -0.062 -0.198
O -2.073 -4.491 23.5 0.087 0.008 0.091
O -5.063 2.571 23.488 0.594 -0.137 0.127
O 3.888 5.497 -6.157 -0.06 -0.31 -0.052
O -9.269 -3.996 26.65 0.049 -0.023 0.18
O -6.373 1.619 -5.249 0.035 0.235 -0.162
O 2.343 2.681 -2.589 0.267 -0.066 -0.336
O 3.514 -6.678 -1.079 -0.128 -0.255 -0.244
O -7.126 1.616 22.374 -0.007 0.149 -0.018
O -2.505 0.286 21.696 0.013 -0.197 0.328
O 3.014 -6.085 21.727 -0.079 -0.569 0.094
O 2.008 5.057 -1.514 -0.124 -0.183 0.483
O -2.062 -3.141 25.856 0.097 -0.149 -0.064
O -5.134 -7.845 -1.597 -0.166 -0.061 0.512
O -1.603 6.022 -6.443 0.215 0.006 0.312
O 5.433 8.019 -0.323 -0.12 -0.048 -0.382
O -6.593 4.075 21.798 0.528 0.111 -0.493
O 4.575 -1.406 -3.337 0.494 -0.197 0.251
O -6.739 -2.599 -7.488 0.349 0.246 0.47
O -3.694 -6.609 23.232 -0.298 -0.156 -0.049
O 4.815 2.813 23.269 -0.144 0.304 0.109
O -8.694 7.809 -4.679 0.118 0.037 -0.615
O -6.707 6.651 25.697 -0.351 0.207 -0.311
O -0.096 -7.679 26.508 0.355 0.191 -0.154
O -1.788 -7.724 -5.585 -0.313 0.199 -0.035
O -3.908 7.297 -6.371 -0.287 0.421 0.025
O -8.731 -2.425 -3.474 0.058 -0.125 0.078
O -9.165 3.776 22.531 0.23 -0.045 0.147
O 0.666 -3.028 -5.769 0.024 0.063 0.221
O -4.315 3.533 -2.978 -0.372 0.06 0.067
O -10.805 -7.536 -5.798 0.31 0.297 -0.401
O -5.093 -3.339 24.257 0.171 -0.284 0.255
O 4.349 -4.992 -2.836 -0.203 0.36 -0.546
O -9.552 -4.902 -3.948 0.581 -0.224 -0.493
O -8.386 -3.598 -5.822 0.581 -0.273 0.183
O 0.128 1.187 -2.264 -0.205 -0.263 0.171
O -0.571 -5.29 25.44 0.335 0.125 0.357
O -4.865 0.961 -3.187 -0.08 -0.246 0.138
O -6.463 -7.379 -3.862 0.156 0.145 -0.611
O 5.048 5.774 25.336 0.196 -0.095 -0.311
O 3.074 -6.201 24.401 -0.567 -0.197 -0.001
O 1.211 4.041 26.205 -0.161 -0.286 0.191
O -0.486 1.387 -4.763 0.412 -0.502 -0.03

Results
total energy: -105164.752 eV
total energy less fixed offsets of O -438.25, Si -107.07 eV per atom: -5.552 eV
